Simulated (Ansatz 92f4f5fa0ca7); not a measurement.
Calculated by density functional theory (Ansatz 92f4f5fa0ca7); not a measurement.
Periodic cell of 254 atoms, Si144O106N4, from a study of silicon, its oxide and their interface. The atomic structure is a simulated model.
Doubt: the cutoff is far below the 930 eV that the study's wrapper takes by default for these files, so forces and energies are approximate.

Settings: functional PBE; potential files Ansatz PAW; basis plane waves; wave-function cutoff 580 eV; density cutoff ratio 5; exchange-correlation grid ratio 1; k mesh 1 x 1 x 1, Gamma-centred; self-consistency stop 5e-08 eV per atom in the density residual; occupations fixed; spin none; net charge 0.

Cell vectors (angstrom)
a  10.938  0  0
b  0  10.938  0
c  -1.9408  -5.264  37.6625

Atoms: element, x, y, z (angstrom)
Si  -0.3138  -6.931  30.3947
Si  2.4277  -4.0562  30.0906
Si  -0.7794  -0.8795  30.0113
Si  1.9438  -9.0143  30.2399
Si  -6.3138  -6.2698  30.2662
Si  -3.6492  -3.605  30.1307
Si  5.1452  -1.3113  30.0906
Si  -2.964  -9.5428  30.1165
Si  0.8474  -5.2062  31.4986
Si  3.5648  -2.4841  31.4502
Si  0.7929  -10.7144  31.4375
Si  3.5065  -7.895  31.5861
Si  -4.7098  -5.1579  31.5665
Si  -1.9577  -2.4672  31.3941
Si  6.3196  0.2456  31.4379
Si  -1.8906  -8.0877  31.6461
Si  -0.595  -3.8619  32.8172
Si  2.1575  -1.1526  32.8189
Si  -0.5268  -9.4333  32.9387
Si  2.1358  -6.5778  32.9339
Si  4.8585  -3.8412  32.9153
Si  7.6327  -1.1447  32.8597
Si  4.9063  1.5878  32.8404
Si  -3.316  -6.6228  32.8617
Si  -1.9408  -5.264  34.2442
Si  0.7937  -2.5295  34.2442
Si  -1.9408  0.205  34.2442
Si  0.7937  -7.9985  34.2442
Si  3.5282  -5.264  34.2442
Si  6.2627  -2.5295  34.2442
Si  3.5282  0.205  34.2442
Si  6.2627  -7.9985  34.2442
Si  1.3673  -1.3673  3.418
Si  4.1018  1.3673  3.418
Si  1.3673  4.1018  3.418
Si  4.1018  -4.1018  3.418
Si  6.8362  -1.3673  3.418
Si  -1.3673  1.3673  3.418
Si  6.8362  4.1018  3.418
Si  -1.3673  6.8362  3.418
Si  2.6773  -0.0169  4.8644
Si  5.4928  2.7937  4.8311
Si  2.7775  5.4258  4.8259
Si  5.3699  -2.672  4.7525
Si  -2.6577  -0.099  4.7504
Si  0.0037  2.7811  4.8067
Si  8.1461  5.4651  4.8076
Si  0.1677  -2.9024  4.6825
Si  1.1745  1.2887  6.2451
Si  4.0769  4.1132  6.3196
Si  1.4954  -4.108  6.2019
Si  4.1106  -1.3345  6.2677
Si  -3.8729  1.4624  6.05
Si  -1.2561  4.2769  6.1829
Si  6.5791  -4.1514  6.0587
Si  -1.3202  -1.7502  5.9478
Si  -0.3753  -0.2573  7.4344
Si  2.881  2.3994  7.4507
Si  -0.1817  -4.9341  7.7396
Si  2.9158  -2.901  7.6842
Si  5.4306  0.3742  7.3085
Si  -2.4044  2.7728  7.6725
Si  5.194  5.7937  7.7858
Si  -2.7556  -3.1121  7.3261
Si  -0.5735  -6.6312  35.6115
Si  2.161  -3.8967  35.6115
Si  -0.5735  -1.1622  35.6115
Si  2.161  1.5723  35.6115
Si  4.8955  -6.6312  35.6115
Si  -3.308  -3.8967  35.6115
Si  4.8955  -1.1622  35.6115
Si  7.63  1.5723  35.6115
Si  0.7937  -5.264  36.9787
Si  3.5282  -2.5295  36.9787
Si  0.7937  0.205  36.9787
Si  3.5282  -7.9985  36.9787
Si  -4.6753  -5.264  36.9787
Si  -1.9408  -2.5295  36.9787
Si  6.2627  0.205  36.9787
Si  -1.9408  -7.9985  36.9787
Si  1.3673  1.3673  0.6835
Si  4.1018  4.1018  0.6835
Si  1.3673  6.8362  0.6835
Si  4.1018  -1.3673  0.6835
Si  6.8362  1.3673  0.6835
Si  -1.3673  4.1018  0.6835
Si  6.8362  -4.1018  0.6835
Si  -1.3673  -1.3673  0.6835
Si  0  0  2.0507
Si  2.7345  2.7345  2.0507
Si  0  5.469  2.0507
Si  2.7345  -2.7345  2.0507
Si  5.469  0  2.0507
Si  8.2035  2.7345  2.0507
Si  5.469  5.469  2.0507
Si  8.2035  -2.7345  2.0507
Si  -4.0195  -4.8525  22.0295
Si  2.409  -4.8345  15.4242
Si  6.1907  -7.9567  28.033
Si  4.6368  -1.5405  19.3803
Si  -9.2564  -8.2591  19.507
Si  7.3361  -10.8618  19.5134
Si  -0.2692  -8.0673  14.6388
Si  -0.8063  -2.775  12.3774
Si  -0.0379  -3.1243  24.8636
Si  -3.3279  -9.8919  22.4473
Si  2.2099  -1.7448  23.2466
Si  5.6039  0.2448  10.4403
Si  3.8831  -10.8684  25.1584
Si  0.5908  -2.3317  9.5219
Si  9.3756  1.3386  10.573
Si  3.9319  0.7708  28.0015
Si  -1.7581  -5.1536  28.2952
Si  -4.081  -4.9382  18.8338
Si  -2.0735  -2.4791  18.1829
Si  4.7681  -14.5889  17.1299
Si  -6.6861  -3.6338  21.6864
Si  -3.5687  1.2897  12.5968
Si  7.6487  -5.6883  9.0763
Si  1.5624  3.5922  16.7682
Si  -0.6277  -6.8155  18.5643
Si  2.2163  -5.633  20.7724
Si  0.7337  2.3218  11.8022
Si  -2.3921  -7.1712  23.0789
Si  7.7852  -6.2416  25.8857
Si  -3.0862  -3.5262  24.4447
Si  -4.5721  -11.7845  24.1939
Si  0.0287  -5.2066  22.7048
Si  -3.3307  -7.977  18.0115
Si  9.0723  -2.5279  15.1132
Si  3.3778  2.29  10.3774
Si  5.2624  -6.0344  10.8291
Si  -0.3909  -4.8493  14.4153
Si  2.6456  0.126  20.7948
Si  7.7726  -1.1639  11.5352
Si  7.6614  2.7353  15.0436
Si  6.3722  -3.2542  14.4219
Si  6.6364  5.056  13.4173
Si  -3.064  -0.4352  8.801
Si  10.623  -15.2171  19.9417
Si  -6.1477  -10.0286  22.6853
Si  0.4637  -2.9049  27.9781
Si  -0.8814  -6.9345  9.9221
Si  15.208  -4.5362  13.1686
O  0.7261  -13.082  23.8026
O  4.1847  1.4041  7.5843
N  6.2653  0.2042  8.8372
O  -1.8947  -10.6773  29.5032
O  0.7949  -7.9464  29.6576
O  2.8126  -4.5799  13.848
O  3.0972  -2.9899  22.6556
O  0.4001  2.149  13.3645
O  8.482  6.4023  8.1944
O  7.7477  -2.0376  8.5077
O  2.4668  2.5873  9.0464
O  8.7382  -5.9893  10.2614
O  -3.664  -6.4101  22.3759
O  3.5175  -5.2151  29.5881
O  2.7545  -9.5268  28.9108
O  6.2127  -2.4714  29.5297
O  -2.2361  -8.7041  22.5577
O  5.441  -6.8998  29.0004
O  5.464  -11.2577  25.462
O  10.4445  6.8199  21.569
O  -1.2295  -5.5301  19.3653
N  -1.5427  2.5128  9.2614
O  6.5031  4.5355  11.8658
O  -5.4786  -4.3183  22.5545
O  4.5153  -0.5664  28.7484
O  -2.6235  -7.2041  24.6924
O  -0.9844  -6.4654  22.7255
O  -3.1453  -4.4435  28.7884
O  6.7887  1.8348  14.0065
O  2.1926  -2.5062  9.1496
O  0.0976  4.8225  8.8883
O  -3.9354  -4.637  20.4293
O  9.195  3.2386  17.8077
O  4.0199  -4.0357  8.1471
O  0.0128  1.0859  10.9959
O  7.6815  -10.8932  23.7684
O  -0.5983  -4.048  28.3875
O  8.6055  -2.5578  11.7307
O  0.8591  -4.3548  15.3565
O  0.1516  -4.6244  24.2274
O  -4.802  -9.1393  22.483
O  2.9977  -1.1424  24.534
O  7.5899  4.2309  14.4106
O  -3.1297  -0.2601  12.8886
O  -7.3183  -4.8586  20.8401
O  0.1204  3.1428  19.6225
O  1.4987  -5.7255  22.2397
O  8.2383  -12.0321  18.8063
O  0.4552  4.6098  17.443
O  -0.0791  -1.4898  28.6198
O  -0.4209  -6.4653  14.3684
O  5.1202  -9.1147  27.6503
O  4.2749  -4.927  11.5698
O  2.3504  2.3209  11.6411
O  -5.6095  -11.5992  22.9041
O  -1.8969  -5.7991  26.8175
O  -5.0968  -3.6462  15.908
O  7.1956  -4.3591  13.5113
O  0.1934  -0.875  8.8592
O  -0.786  -2.9469  19.1205
O  7.5172  -2.1349  14.72
O  3.2987  -3.9953  16.4996
O  -1.9618  0.2914  7.7884
O  -3.1246  -3.7634  18.1342
O  3.2081  0.4327  26.5798
O  7.0532  -6.5645  18.6252
O  0.0457  -7.236  11.2286
O  0.6077  -2.8832  26.3483
O  0.2389  -2.3571  11.1488
O  -4.188  -13.291  24.5786
O  4.8851  -2.5771  20.6184
O  -7.0073  -9.6455  24.0399
O  5.0842  5.1773  13.9454
O  3.164  -0.8781  19.6276
O  4.4559  3.5201  10.4846
O  1.2526  -4.7556  19.747
O  6.1679  -1.2285  11.0498
O  1.639  -9.7509  20.1233
O  1.8753  -3.33  28.6958
O  -3.6911  -15.7476  25.2769
O  3.8923  1.0165  21.3609
O  -4.2486  -7.1133  26.7219
O  1.9547  -0.6689  22.0409
O  -3.1129  -10.741  21.0746
O  16.2835  -4.7141  18.2287
O  -12.6644  -8.6963  15.0057
O  -1.3446  -6.3885  29.2456
O  -3.5048  -8.6865  28.8067
O  2.2523  2.715  17.9615
O  2.5676  -7.1554  20.3131
O  -0.2057  -3.495  8.6603
O  7.4103  -7.0065  8.1199
O  -12.6011  -13.8525  24.9835
N  -2.3945  -0.163  10.3367
N  5.9905  -5.3449  9.3984
O  0.7616  -8.4095  15.8427
O  2.5479  4.5208  15.8611
O  9.3445  -12.9819  16.6576
O  -2.9285  -3.9491  22.8718
O  8.6552  2.0528  11.9126
O  4.6434  -13.1562  17.9009
O  -1.665  -4.1634  15.1687
O  10.5433  -4.3  12.8438
O  -3.5326  -9.3437  18.881
O  4.9994  -3.0753  13.5001
O  6.9972  2.6749  16.5183
O  5.7793  -0.3873  19.4285
O  10.0605  -1.9781  13.8651
O  6.1787  1.3629  11.4878
O  4.0485  0.7692  10.3285

Results
free energy: -153366.661 eV
free energy less fixed offsets of N -385.13, O -568.88, Si -635.61 eV per atom: 2.979 eV

Forces (eV/angstrom), in the order of the atoms: element, x, y, z
Si  0.0683  -0.0535  -0.1281
Si  0.0764  -0.1037  -0.0912
Si  -0.0782  0.07  -0.0511
Si  0.0096  0.1257  -0.1738
Si  -0.0075  0.0314  -0.1259
Si  -0.0943  0.0816  -0.0535
Si  0.0822  -0.0014  -0.0829
Si  0.0418  -0.009  -0.0631
Si  -0.0291  0.0181  -0.1896
Si  0.0396  -0.0047  -0.1181
Si  -0.0012  0.0335  -0.1079
Si  0.0218  -0.0267  -0.1645
Si  0.0129  -0.0561  -0.0868
Si  0.0209  -0.0243  -0.1508
Si  0.0102  0.0109  -0.1297
Si  -0.01  0.0577  -0.1054
Si  -0.0435  0.0183  0.0113
Si  -0.0134  -0.0128  0.0702
Si  -0.0206  -0.0383  0.0554
Si  -0.0107  0.0349  0.0105
Si  -0.0182  -0.0117  0.0359
Si  0.0024  -0.0025  -0.0635
Si  -0.0178  -0.0321  -0.0033
Si  -0.0214  0.0102  0.0267
Si  0.0271  0.1126  -0.3137
Si  -0.0586  0.0965  -0.3922
Si  0.0013  -0.3279  0.3337
Si  0.0139  0.0051  0.3049
Si  0.0132  0.2738  0.4341
Si  0.0665  0.2676  0.1108
Si  0.0261  0.0193  -0.3938
Si  -0.0327  0.0568  -0.137
Si  0.3383  0.0311  -0.2178
Si  -0.1264  0.0885  0.7349
Si  0.3161  -0.0884  0.0691
Si  -0.3425  -0.0777  -0.1221
Si  -0.1746  0.0003  -0.1731
Si  0.2661  -0.0047  0.0834
Si  -0.138  0.1346  -0.1834
Si  -0.1704  -0.5526  -0.1375
Si  -0.0227  0.0422  -0.0823
Si  0.0135  -0.1103  -0.0082
Si  0.0577  -0.0007  0.0039
Si  -0.0494  0.0685  0.0705
Si  -0.0051  -0.0514  0.0244
Si  -0.1599  0.0469  0.0537
Si  0.0185  -0.0354  -0.0422
Si  0.017  0.0133  -0.0172
Si  -0.1228  -0.1016  0.0624
Si  0.2346  0.1065  0.1846
Si  -0.1615  -0.0363  0.4368
Si  0.0154  0.0741  0.2292
Si  0.1728  0.1774  0.3204
Si  0.0659  0.0901  0.2355
Si  0.1276  -0.1092  0.2541
Si  -0.0926  0.0527  0.088
Si  0.0692  -0.1226  -0.1327
Si  0.0629  -0.0836  0.1117
Si  0.589  -0.4887  -0.1386
Si  0.1356  -0.098  -0.067
Si  -0.1368  0.0218  -0.1077
Si  -0.1777  0.1329  -0.3872
Si  -0.4327  0.006  -0.3268
Si  -0.5289  0.3534  -0.1182
Si  0.0167  -0.047  -0.0121
Si  0.0625  -0.067  -0.0064
Si  -0.0938  -0.0052  0.0135
Si  0.0466  0.0997  0.0045
Si  -0.006  0.0093  -0.0266
Si  0.0202  0.0272  -0.0252
Si  0.0945  -0.0035  -0.0107
Si  0.0476  0.0151  -0.0333
Si  -0.0023  0.0588  -0.0135
Si  -0.0379  0.0459  -0.0218
Si  -0.031  -0.0458  -0.0196
Si  0.0627  0.0311  -0.0059
Si  -0.0109  -0.0389  -0.0266
Si  0.0276  -0.0357  -0.0099
Si  -0.0685  0.0331  -0.0054
Si  -0.0374  -0.0057  -0.0106
Si  -0.0012  -0.0797  0.015
Si  0.0397  0.0205  0.0239
Si  0.0109  0.0768  0.0193
Si  -0.004  -0.0624  0.006
Si  -0.008  0.0455  0.0099
Si  0.1208  -0.0664  0.0029
Si  0  -0.0164  0.0275
Si  -0.0203  0.0359  0.0442
Si  0.0694  0.1047  0.023
Si  0.0089  0.0568  0.0091
Si  -0.2115  -0.0935  -0.0358
Si  -0.0202  0.0029  -0.0521
Si  0.0087  -0.0454  0.0467
Si  -0.1325  -0.0662  0.06
Si  0.0895  0.007  -0.0034
Si  0.0029  0.0112  0.0211
Si  0.0988  -0.0358  0.22
Si  0.0385  -0.0379  -0.1335
Si  -0.0395  0.0204  0.056
Si  -0.0503  0.0045  0.0711
Si  -0.0455  0.0215  0.0336
Si  0.0035  0.0189  0.1281
Si  -0.0107  0.0396  -0.1482
Si  -0.0832  -0.0868  0.032
Si  -0.0946  -0.0417  -0.0313
Si  -0.0548  0.0235  0.1466
Si  -0.0392  0.0449  0.1425
Si  -0.0457  0.0455  0.0435
Si  0.0327  0.0296  0.036
Si  0.0253  -0.1288  -0.2609
Si  0.0185  0.0354  0.08
Si  -0.0838  0.0124  0.1464
Si  -0.0597  -0.0883  0.0737
Si  0.0447  0.0062  0.0564
Si  -0.0123  -0.033  -0.0885
Si  0.0351  -0.0142  -0.1417
Si  -0.0343  0.052  0.1746
Si  -0.0614  0.0057  -0.0514
Si  -0.0109  -0.2531  -0.099
Si  -0.0877  -0.0005  -0.0866
Si  0.0921  0.0205  0.0081
Si  -0.1026  -0.0083  0.1338
Si  -0.0273  -0.0841  -0.0687
Si  -0.0148  0.0161  0.2168
Si  -0.0398  0.0368  -0.0857
Si  0.0182  -0.0314  0.1167
Si  0.0087  -0.0708  0.2221
Si  -0.07  -0.0057  0.1683
Si  0.011  -0.0035  -0.0602
Si  0.0661  -0.0188  -0.1482
Si  0.0387  0.0386  0.0449
Si  -0.0461  -0.0615  -0.0489
Si  -0.011  -0.0086  -0.125
Si  0.0433  -0.0109  0.196
Si  -0.0055  -0.0739  0.0477
Si  -0.0063  0.0269  -0.1607
Si  -0.0527  -0.1187  -0.0622
Si  0.0066  -0.0121  -0.0912
Si  0.0097  -0.1502  -0.2054
Si  0.0056  -0.0539  0.1421
Si  -0.0406  0.0895  0.1565
Si  0.0321  0.0141  0.1137
Si  0.2081  0.1679  -0.0141
Si  0.0045  -0.1085  -0.176
O  0.0079  -0.0116  -0.0469
O  0.0661  -0.0561  -0.0716
N  0.0495  0.1095  -0.279
O  0.0086  -0.0217  0.3007
O  -0.0211  -0.007  0.4497
O  -0.0227  0.0107  0.1256
O  0.052  -0.0458  -0.091
O  0.0038  0.0024  0.0647
O  0.1828  0.0574  0.033
O  0.0803  0.0609  -0.114
O  -0.0622  0.0526  -0.1342
O  0.0303  0.0351  0.0065
O  -0.0561  0.0265  -0.108
O  0.0226  0.0055  0.3667
O  -0.013  -0.054  0.0308
O  0.0537  -0.0448  0.3515
O  0.0144  -0.0308  -0.0771
O  0.0202  -0.0028  -0.0203
O  -0.0124  -0.0018  -0.1102
O  0.0188  0.0167  -0.1643
O  -0.0534  0.0106  -0.0319
N  -0.0426  -0.2667  -0.1877
O  0.0029  -0.0098  0.0726
O  -0.054  -0.0143  -0.068
O  -0.0037  -0.0355  0.0539
O  0.0159  0.0221  -0.0549
O  0.0503  0.0028  -0.0814
O  0.0514  -0.0075  0.0242
O  0.0646  0.0341  0.045
O  -0.0462  0.0703  -0.1128
O  -0.0776  0.233  -0.1619
O  -0.0306  0.0215  -0.1484
O  -0.0449  0.0014  0.0035
O  0.141  -0.1237  -0.0549
O  -0.0274  0.0251  0.0519
O  0.0159  0.0469  -0.1159
O  0.0203  -0.0025  -0.0451
O  0.0103  0.0205  -0.0019
O  0.0317  -0.002  0.0497
O  0.0179  0.0234  -0.0342
O  0.009  -0.0238  -0.0507
O  0.0163  -0.0017  -0.0411
O  0.002  -0.0453  0.0488
O  -0.0011  -0.0248  0.0128
O  0.0172  -0.0453  -0.0897
O  0.006  -0.0103  -0.0194
O  0.0639  -0.0064  -0.0816
O  0.0136  -0.0005  0.0009
O  0.0127  -0.0057  0.0374
O  0.0006  -0.0121  0.0901
O  0.0068  0.0178  0.0324
O  0.0071  0.0243  -0.0576
O  0.0173  0.0271  0.0987
O  -0.0444  0.0035  0.018
O  0.0117  0.0005  -0.0966
O  0.0719  0.0525  0.1015
O  -0.0203  0.0162  0.1299
O  -0.0489  0.0414  0.0694
O  -0.0304  0.0358  -0.034
O  0.011  0.032  -0.0234
O  -0.036  0.0176  0.0238
O  -0.0017  0.0147  0.0762
O  0.0432  0.1255  0.1539
O  -0.0155  -0.007  0.0024
O  0.0252  -0.0226  0.0351
O  -0.0225  0.0083  -0.0113
O  -0.0798  0.0475  -0.0716
O  0.0457  0.0249  0.1096
O  0.0135  0.0097  -0.1734
O  -0.0425  0.025  -0.0683
O  0.0166  0.0119  -0.0724
O  0.029  -0.0533  -0.0689
O  -0.0006  0.0465  0.0514
O  0.0228  -0.0153  -0.0804
O  0.0139  0.078  0.038
O  -0.003  0.0212  -0.0592
O  0.0192  -0.0371  0.1388
O  -0.022  0.05  -0.0644
O  -0.0241  0.0152  0.1079
O  0.0296  -0.0107  -0.046
O  -0.0275  0.0003  -0.096
O  -0.0388  -0.0617  0.148
O  0.0066  0.0307  -0.1177
O  0.0167  -0.0498  -0.1213
O  0.0091  -0.0288  0.0167
O  -0.0288  -0.0247  0.064
O  -0.0236  0.0579  -0.049
O  0.0111  -0.024  0.0293
O  0.0219  -0.0076  0.0313
O  0.0347  0.0202  -0.024
O  -0.0859  -0.067  0.1567
O  -0.0665  0.0878  0.1451
O  0.0835  -0.0039  -0.0323
N  0.2343  0.1252  -0.0289
N  -0.1047  0.0469  -0.1272
O  0.0567  -0.002  0.0936
O  0.0035  0.002  0.0492
O  0.008  0.0066  0.0886
O  -0.041  -0.0233  -0.1364
O  -0.0402  -0.0782  0.0216
O  0.0024  0.0112  0.0053
O  -0.0433  0.0415  0.0468
O  -0.0216  0.054  0.0247
O  -0.011  0.0263  -0.0146
O  0.0593  0.041  0.0423
O  -0.0243  0.004  0.1096
O  0.0172  0.0075  -0.0361
O  -0.0404  -0.0285  0.077
O  0.0227  0.004  0.0098
O  0.0288  -0.0734  0.0548

The program warned: the cutoff lies below the one the program advises for these potential files; the exchange-correlation potential is rough where the density is thin.
